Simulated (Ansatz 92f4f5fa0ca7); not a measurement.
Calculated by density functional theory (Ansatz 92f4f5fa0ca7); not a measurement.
Periodic cell of 220 atoms, Si132O88, from a study of silicon, its oxide and their interface. The atomic structure is a simulated model.
This geometry differs little from another in the collection (a relaxation step or a small displacement).

Settings
functional: PBE
potential files: Ansatz PAW
basis: plane waves
wave-function cutoff: 700 eV
density cutoff ratio: 5
exchange-correlation grid ratio: 1
k mesh: 2 x 2 x 1, shifted by 0.5 0.5 0.5 of a step
self-consistency stop: 5e-08 eV per atom in the density residual
occupations: fixed
spin: none
net charge: 0

Cell vectors (angstrom)
a	10.938	0	0
b	0	10.938	0
c	0	0	31.9049

Atoms: element, x, y, z (angstrom)
Si	-0.0897	0.2503	24.5618
Si	5.8573	-0.2917	24.2155
Si	2.5312	2.9569	24.6787
Si	8.5606	2.4461	24.4122
Si	0.3815	5.2433	24.4896
Si	5.1991	5.95	24.2542
Si	2.8063	8.0662	24.4321
Si	8.1401	8.4378	24.534
Si	1.3741	1.4142	25.9513
Si	6.866	1.3541	25.646
Si	4.2141	4.2175	25.679
Si	9.5985	4.1336	25.7004
Si	1.4154	6.8362	25.8558
Si	6.8378	6.879	25.709
Si	4.1246	9.6508	25.5975
Si	9.6539	9.6118	25.8427
Si	2.7841	-0.0196	27.1218
Si	8.1976	0.0179	27.1305
Si	-0.0514	2.7842	27.1827
Si	5.4942	2.7386	27.0492
Si	2.7974	5.4529	27.152
Si	8.1856	5.4711	27.0755
Si	0.0132	8.1856	27.1622
Si	5.4407	8.2427	27.0774
Si	4.1018	1.3673	28.4867
Si	9.5708	1.3673	28.4867
Si	1.3673	4.1018	28.4867
Si	6.8362	4.1018	28.4867
Si	4.1018	6.8362	28.4867
Si	9.5708	6.8362	28.4867
Si	1.3673	9.5708	28.4867
Si	6.8362	9.5708	28.4867
Si	0	0	29.8539
Si	5.469	0	29.8539
Si	2.7345	2.7345	29.8539
Si	8.2035	2.7345	29.8539
Si	0	5.469	29.8539
Si	5.469	5.469	29.8539
Si	2.7345	8.2035	29.8539
Si	8.2035	8.2035	29.8539
Si	1.3673	1.3673	31.2212
Si	6.8362	1.3673	31.2212
Si	4.1018	4.1018	31.2212
Si	9.5708	4.1018	31.2212
Si	1.3673	6.8362	31.2212
Si	6.8362	6.8362	31.2212
Si	4.1018	9.5708	31.2212
Si	9.5708	9.5708	31.2212
Si	2.7345	0	0.6835
Si	8.2035	0	0.6835
Si	0	2.7345	0.6835
Si	5.469	2.7345	0.6835
Si	2.7345	5.469	0.6835
Si	8.2035	5.469	0.6835
Si	0	8.2035	0.6835
Si	5.469	8.2035	0.6835
Si	4.1018	1.3673	2.0507
Si	9.5708	1.3673	2.0507
Si	1.3673	4.1018	2.0507
Si	6.8362	4.1018	2.0507
Si	4.1018	6.8362	2.0507
Si	9.5708	6.8362	2.0507
Si	1.3673	9.5708	2.0507
Si	6.8362	9.5708	2.0507
Si	0	0	3.418
Si	5.469	0	3.418
Si	2.7345	2.7345	3.418
Si	8.2035	2.7345	3.418
Si	0	5.469	3.418
Si	5.469	5.469	3.418
Si	2.7345	8.2035	3.418
Si	8.2035	8.2035	3.418
Si	1.4209	1.2904	4.7421
Si	6.9459	1.2636	4.7786
Si	4.0721	4.1496	4.7541
Si	9.482	4.1263	4.7492
Si	1.3356	6.9082	4.8221
Si	6.7838	6.8481	4.7424
Si	4.0753	9.5384	4.8724
Si	9.55	9.5908	4.8274
Si	2.5551	-0.2048	6.2327
Si	8.164	-0.1119	6.3566
Si	-0.2002	2.5649	5.9179
Si	5.4967	2.6496	5.9223
Si	2.5897	5.4368	6.1824
Si	8.0482	5.4558	6.11
Si	-0.0515	8.2336	6.2177
Si	5.4099	7.999	6.2773
Si	3.8383	1.5895	7.152
Si	9.8174	1.1606	7.5693
Si	1.3628	3.6638	7.1603
Si	6.5554	4.1166	7.3913
Si	4.1597	6.3556	7.6831
Si	9.3041	6.9438	7.3769
Si	0.822	9.6198	7.9607
Si	7.0264	9.0938	7.6186
O	1.4372	4.0441	24.0414
O	5.5218	11.0269	22.6406
O	2.7232	2.7804	7.0081
O	8.1831	7.9803	8.0446
O	5.1271	4.7516	8.3363
O	0.1521	0.214	7.9987
O	3.9417	6.9697	23.9843
O	9.6894	1.303	24.0881
O	2.3411	9.3346	8.6264
O	0.9282	3.4512	8.7454
O	9.3944	1.9946	8.9405
O	6.3509	9.5914	9.0335
O	4.3689	1.9918	8.7204
O	3.6321	7.0435	9.0808
O	7.3044	3.5203	8.7202
O	10.0695	6.0324	8.5284
O	3.1594	2.0121	23.4542
O	4.5835	1.923	21.0806
O	8.1031	2.8559	22.8841
O	10.9116	6.0301	23.0922
O	7.005	9.4898	23.9788
O	2.018	8.4979	23.0385
O	5.7646	5.8167	22.6922
O	0.6029	10.7042	23.161
Si	2.959	8.3881	9.802
Si	-1.0937	3.4696	19.1902
Si	3.1101	10.5113	19.778
Si	1.8965	2.4562	19.5372
Si	6.6848	2.3105	14.3898
Si	9.8459	-1.516	13.344
Si	2.2275	19.0396	15.4777
Si	9.4288	3.6993	14.0488
Si	5.7226	9.6671	10.536
Si	-4.0227	10.9667	16.5975
Si	1.5886	3.923	10.1495
Si	2.78	12.2197	15.0237
Si	11.3765	10.5155	15.552
Si	0.1295	-2.5564	10.7435
Si	4.5076	3.442	9.4541
Si	-3.1081	12.0778	19.1331
Si	1.9492	-5.6605	14.8809
Si	4.396	3.7002	16.0311
Si	3.861	4.9259	18.7361
Si	5.3454	4.8103	21.4693
Si	13.1817	7.6689	18.4716
Si	8.462	3.0325	9.773
Si	-2.7383	4.0344	21.7718
Si	10.6202	-2.9457	20.0303
Si	9.0162	6.679	14.3336
Si	3.4197	2.6195	21.9729
Si	1.2984	9.662	22.1453
Si	4.7139	9.7229	15.0853
Si	-1.5322	-1.0515	17.9046
Si	5.5171	11.5302	21.093
Si	9.5253	6.5858	22.4354
Si	10.2046	5.6713	10.1144
Si	-3.9394	8.6504	13.1021
Si	1.2185	3.0082	12.962
Si	-0.7522	4.9681	16.4891
Si	6.2145	1.8181	11.4292
O	-5.3851	10.115	16.4182
O	4.7617	4.3077	17.5053
O	3.1692	4.2316	9.8923
O	5.3332	3.0752	10.7996
O	1.4057	0.8593	15.7982
O	2.7197	14.7002	18.965
O	-0.3737	2.8053	13.2837
O	-0.1125	8.995	9.2616
O	2.4327	10.4181	21.2613
O	0.796	5.2766	10.5358
O	10.0202	-3.0061	14.0337
O	3.546	2.2984	16.0455
O	1.3911	-1.5809	14.9245
O	-2.5168	5.4155	22.5969
O	-1.2069	8.5364	18.764
O	1.6601	7.8194	16.9679
O	8.1449	-1.0508	16.8372
O	11.0973	9.134	21.0982
O	2.0105	2.5705	21.1653
O	1.7496	8.0032	10.8433
O	4.7973	5.2934	20.0182
O	-1.2173	6.9244	20.8557
O	-1.6544	6.2586	15.9314
O	-2.6821	9.6886	13.0994
O	-0.217	-0.7076	17.0107
O	6.5041	8.6089	11.5349
O	4.1542	9.2028	10.5467
O	1.9949	6.8461	14.4873
O	13.2094	12.9005	13.6297
O	5.7372	9.2767	13.9113
O	1.0218	7.2523	19.4634
O	5.8208	11.2435	10.9645
O	-1.2633	3.6457	15.6695
O	10.0404	7.0794	10.9486
O	3.4477	4.8211	15.3225
O	1.4357	2.8448	11.3531
O	7.5252	7.2321	13.8142
O	8.9743	7.895	23.219
O	0.313	2.6214	19.1477
O	-3.9161	11.8899	20.5457
O	3.7831	10.9913	14.6336
O	5.7811	3.3953	15.2214
O	-1.4763	3.9399	20.7182
O	-4.2072	4.0334	21.0575
O	4.7391	-0.4068	20.0431
O	3.2599	6.4032	18.3873
O	4.0414	4.1064	22.173
O	6.7452	0.9273	17.9389
O	2.8379	9.1433	18.9114
O	-0.2448	9.4339	11.9491
O	5.9198	1.8234	13.034
O	-0.9641	4.702	18.0937
O	-1.8928	10.9876	19.054
O	11.7872	5.0876	16.0961
O	7.1106	1.027	15.314
O	-7.1266	8.4448	15.4972
O	-2.9502	3.0482	13.7918
O	13.4412	11.9056	19.0838
O	8.5414	2.5645	18.8149
O	1.5654	4.5039	13.5061
O	9.2193	4.3679	10.3896
O	7.7511	2.1933	10.9843
O	10.2709	-0.2915	14.3561
O	9.3918	5.2772	13.5419

Results
free energy: -133976.976 eV
free energy less fixed offsets of O -569.03, Si -635.61 eV per atom: -1.816 eV

Forces (eV/angstrom), in the order of the atoms: element, x, y, z
Si	-0.0154	0.0228	-0.0257
Si	0.0299	-0.0166	-0.0445
Si	-0.0282	-0.0076	-0.0269
Si	0.0154	-0.0282	-0.0342
Si	0.0294	-0.0121	-0.0342
Si	-0.0202	0.0319	-0.0411
Si	-0.0081	-0.0285	-0.0336
Si	-0.0125	0.0096	-0.0356
Si	-0.0152	-0.0275	-0.0087
Si	-0.0154	0.0013	0.0066
Si	-0.0119	-0.0017	0.0105
Si	0.0059	-0.0045	0.0134
Si	-0.0253	0.008	-0.0052
Si	0.0037	-0.0215	0.0087
Si	-0.0097	-0.0001	0.0213
Si	-0.0001	-0.0143	0.0096
Si	0.0258	-0.0189	-0.0003
Si	-0.017	0.0082	-0.0131
Si	-0.0123	0.0094	-0.0132
Si	0.0011	0.0082	0.0088
Si	0.013	-0.0074	-0.0093
Si	0.0027	-0.0034	0.003
Si	-0.0032	0.0078	-0.0091
Si	-0.0044	0.0038	-0.0028
Si	0.2662	0.1639	-0.2315
Si	-0.2964	0.1408	0.3407
Si	0.1435	0.1169	0.2281
Si	0.1003	-0.159	-0.3012
Si	0.1981	0.2934	0.1305
Si	-0.2317	-0.1617	-0.0483
Si	0.3244	-0.078	0.056
Si	-0.1423	0.0267	-0.0955
Si	0.0305	0.0437	-0.0469
Si	0.0724	0.0682	0.0017
Si	-0.0364	0.0014	-0.0373
Si	0.0134	-0.0436	0.037
Si	0.0677	0.0376	0.0081
Si	0.0477	0.0885	-0.0413
Si	-0.0137	0.0198	0.0344
Si	-0.0216	-0.0472	-0.0333
Si	0.0499	0.0362	0.0095
Si	-0.0115	0.0235	0.0071
Si	-0.0546	-0.0572	0.0024
Si	0.0053	-0.0345	-0.0105
Si	-0.0408	0.0047	-0.0084
Si	-0.0074	-0.0221	0.022
Si	-0.0098	-0.0038	-0.0144
Si	0.0077	-0.0036	-0.0016
Si	-0.0171	-0.0466	0.0227
Si	-0.0109	0.0379	-0.0049
Si	-0.0482	-0.0097	-0.0043
Si	0.0602	-0.0161	-0.0156
Si	-0.0454	0.0792	-0.0083
Si	0.0426	-0.0101	0.0218
Si	0.0855	-0.016	-0.0227
Si	-0.0247	0.0208	-0.0084
Si	-0.0498	0.1198	0.0703
Si	0.0831	0.0463	-0.0247
Si	0.08	-0.1017	0.009
Si	-0.1675	-0.1676	0.0129
Si	-0.014	-0.0536	-0.0298
Si	0.0136	0.0191	0.0297
Si	-0.1437	-0.051	0.0202
Si	-0.0318	-0.0167	-0.0393
Si	-0.0812	-0.1774	-0.1401
Si	0.1179	-0.5785	0.436
Si	-0.1315	0.049	-0.1499
Si	-0.0722	-0.2864	-0.4006
Si	-0.0502	0.2273	0.3278
Si	-0.2787	0.0919	-0.4654
Si	0.1579	0.0737	0.1758
Si	0.0184	0.2559	0.1439
Si	0.0024	-0.022	-0.0241
Si	0.0121	-0.0121	0.002
Si	0.0106	-0.0086	0.0151
Si	-0.0034	-0.0142	0.0193
Si	0.0144	-0.0018	-0.013
Si	-0.0191	0.0041	0.0113
Si	0.0009	-0.0073	-0.0124
Si	-0.0057	0.0073	-0.0288
Si	0.0331	0.0203	0.0604
Si	0.0269	0.0209	-0.0147
Si	-0.0252	0.0451	0.0084
Si	0.0425	0.0407	0.0097
Si	0.0027	0.0388	0.0071
Si	-0.0021	0.001	0.0314
Si	0.0409	0.033	0.0214
Si	0.0218	-0.0063	0.0206
Si	-0.0093	0.0273	0.0158
Si	0.0613	0.0238	0.0402
Si	0.0253	-0.0311	0.0474
Si	0.0025	-0.0065	-0.0387
Si	-0.021	0.0076	0.0208
Si	-0.0062	0.0355	0.0058
Si	-0.013	0.0073	0.0423
Si	0.0143	-0.0397	0.0486
O	0.0094	0.0077	-0.0264
O	-0.001	0.0061	0.0022
O	-0.0508	-0.0296	0.0542
O	-0.0034	0.0057	0.0243
O	0.0026	0.0209	-0.0112
O	-0.0286	-0.0029	0.0372
O	0.0073	0.0021	-0.0214
O	0.0111	0.0059	-0.0256
O	0.0109	-0.028	0.0341
O	0.02	0.0213	0.014
O	-0.0095	-0.0215	-0.0166
O	0.0038	-0.0109	-0.0001
O	-0.0155	-0.0111	0.0205
O	0.0022	0.017	-0.0096
O	0.0175	-0.0067	0.0043
O	-0.0066	0.0128	0.0272
O	0.0046	0.0355	-0.0139
O	0.0001	-0.0194	0.0042
O	0.005	0.0127	0.0025
O	-0.0224	-0.0025	0.0034
O	0.0052	0.008	-0.0229
O	0.0107	0.0122	0.0028
O	0.0051	-0.0071	0.0179
O	-0.0021	-0.0138	0.0042
Si	-0.0053	0.0087	-0.0095
Si	-0.0001	0.004	0.0032
Si	0.0027	0.0001	0.0071
Si	-0.011	-0.0009	0.0105
Si	-0.0029	-0.001	-0.0005
Si	-0.0011	0.0059	0.0008
Si	0.0007	-0.003	0.0004
Si	-0.0025	-0.0054	-0.0022
Si	-0.0026	0.0013	0.0056
Si	-0.0019	-0.0009	0.0002
Si	0.007	-0.0027	-0.009
Si	-0.0007	0.0013	-0.0005
Si	0.0006	0.0046	0.0041
Si	0.0112	0.0065	0.0128
Si	-0.0125	-0.0095	-0.0082
Si	-0.0032	0.0008	0.004
Si	0.0009	0.0024	-0.0014
Si	0.0056	0.0014	0.0038
Si	0.0126	-0.002	-0.0004
Si	-0.0066	-0.0036	-0.001
Si	-0.0039	-0.0029	-0.0011
Si	-0.0094	0.0049	0.0025
Si	0.0045	0.0072	0.0064
Si	-0.0038	-0.0056	0.0019
Si	-0.0039	-0.0026	0.0027
Si	-0.0057	0.0046	0.0085
Si	0.0007	0.0027	0.0022
Si	0.0018	-0.0006	0.0012
Si	0.0012	-0.004	0.0021
Si	0.0022	0.0007	-0.0045
Si	-0.0051	-0.0043	0.005
Si	0.0021	-0.0076	-0.0017
Si	-0.0038	-0.0031	-0.0003
Si	0.0023	-0.0046	-0.0079
Si	-0.0016	0.0016	0.0074
Si	-0.0026	0.0017	0.0024
O	0.0111	0.0123	-0.0274
O	-0.0143	0.0041	-0.0062
O	-0.0189	-0.0254	0.0069
O	-0.0008	-0.0073	0.0099
O	0.0088	-0.013	-0.0186
O	-0.0019	0.0005	-0.0062
O	-0.0048	0.0164	0.0117
O	-0.0098	-0.0204	0.0301
O	-0.007	-0.011	-0.0162
O	-0.0114	-0.0249	-0.0076
O	-0.0216	0.0107	-0.015
O	0.0038	0.0088	-0.0268
O	0.0171	-0.0076	0.0145
O	0.0098	-0.0023	-0.0313
O	0.0184	0.0025	0.0094
O	0.0181	0.0064	-0.0053
O	-0.0071	0.0262	0.0168
O	0.0123	-0.0134	-0.0001
O	0.0236	-0.0078	-0.0198
O	-0.0105	0.0296	-0.0234
O	-0.0076	-0.0111	-0.008
O	0.0127	0.0156	0.0142
O	0.0184	-0.0192	-0.0124
O	0.006	-0.0336	0.0073
O	-0.0156	-0.0063	-0.0101
O	-0.0103	0.0163	-0.0091
O	0.0085	-0.0083	-0.0138
O	0.0019	-0.0008	0.0284
O	-0.0013	0.0098	0.0159
O	0.0067	-0.001	0.0092
O	-0.0019	0.0295	-0.0091
O	0.0068	-0.009	-0.0059
O	0.0053	0.0295	-0.0191
O	0.0131	0.0329	-0.0162
O	-0.0136	-0.0123	0
O	-0.0046	0.0285	0.0026
O	0.0147	0.0244	-0.0075
O	-0.0053	-0.0149	-0.0001
O	0.0022	0.018	0.0036
O	-0.0214	-0.0059	-0.0114
O	0.0046	-0.0016	0.0218
O	-0.0059	-0.0195	-0.0023
O	-0.006	-0.005	-0.0004
O	0.0236	0.008	0.0155
O	-0.0049	0.0098	0.0097
O	-0.0204	-0.0021	0.0091
O	-0.0154	-0.0107	-0.0153
O	0.0268	-0.0211	-0.0042
O	-0.0078	-0.0011	0.0003
O	-0.0128	-0.0247	-0.0045
O	0.0034	0.0041	0.0039
O	0.0032	-0.0237	-0.0137
O	-0.0256	0.0035	-0.0216
O	-0.0043	-0.003	-0.0201
O	-0.0182	0.0097	0.0078
O	-0.0228	0.0171	-0.0105
O	0.0137	0.0024	0.0161
O	-0.0003	-0.0004	0.0205
O	0.0126	-0.0036	-0.0022
O	0.001	-0.0175	0.0144
O	0.0075	-0.0086	-0.0231
O	-0.0103	0.0074	-0.0229
O	-0.0004	-0.0118	-0.0034
O	0.0011	-0.0107	0.0201

The program warned: the cutoff lies below the one the program advises for these potential files; the exchange-correlation potential is rough where the density is thin.
